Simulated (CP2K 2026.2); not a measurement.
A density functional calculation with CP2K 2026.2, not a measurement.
Periodic cell of 504 atoms, Si360O144, from a study of silicon, its oxide and their interface. The atomic structure is a simulated model.
Doubt: the forces sum to 0.44 eV/angstrom along one axis rather than to zero, so they err by at least 0.0009 eV/angstrom per atom on average; the grid cutoff is modest.

Settings
functional: PBE
method: Gaussian and plane waves
basis set: DZVP-MOLOPT-SR-GTH
pseudopotentials: GTH-PBE
grid cutoff: 300 Ry, relative cutoff 40 Ry
k points: Gamma only
occupations: fixed
spin: none
net charge: 0

Cell vectors (angstrom)
a 16.32 0 0
b 0 16.32 0
c 3.2606 6.1 33.6116

Atoms and the computed forces on them: element, x, y, z (angstrom), force x, y, z (eV/angstrom)
Si 1.777 -1.891 -0.081 -0.012 0.123 0.697
Si 4.284 1.339 -0.012 -0.242 0.014 0.701
Si 1.086 4.386 -0.025 0.161 -0.194 0.838
Si 3.958 6.927 0.043 0.222 -0.151 0.667
Si 1.722 -7.194 0.127 -0.118 0.144 0.776
Si 4.022 -4.032 0.327 -0.007 0.028 0.448
Si 6.489 -0.91 -0.079 0.126 -0.241 0.786
Si 9.282 1.71 0.101 0.196 -0.244 0.67
Si 7.134 3.929 0.409 -0.192 -0.026 0.684
Si 9.429 6.917 0.157 0.134 -0.227 0.7
Si 6.192 10.056 -0.02 0.184 -0.149 0.742
Si -6.673 -4.424 0.066 -0.012 0.175 0.688
Si -3.838 -1.692 -0.032 -0.182 0.198 0.763
Si -1.585 1.709 -0.017 0.168 -0.341 0.71
Si -3.795 3.933 0.221 -0.259 0.109 0.76
Si -1.213 6.527 0.023 -0.058 0.264 0.716
Si -4.445 -6.645 0.07 0.246 -0.06 0.715
Si -1.624 -3.959 0.009 0.195 -0.182 0.731
Si 2.728 -0.037 1.168 0.005 0.005 -0.059
Si 5.426 2.756 1.461 0.012 -0.017 -0.034
Si 2.705 5.428 1.339 -0.022 0.016 -0.048
Si 5.419 8.234 1.334 0.05 -0.041 -0.051
Si 2.686 -5.526 1.497 0.013 -0.022 -0.03
Si 5.482 -2.558 1.362 0.004 0.025 -0.047
Si 8.159 0.032 1.3 -0.011 0.005 -0.063
Si -5.438 2.781 1.432 0.017 0.008 -0.017
Si 8.327 5.453 1.632 0.011 0.014 -0.008
Si -5.486 8.172 1.501 -0.003 0.017 -0.032
Si 8.001 -5.447 1.345 -0.005 -0.043 -0.025
Si -5.463 -2.786 1.288 0.005 -0.021 -0.078
Si -2.688 -0.022 1.197 -0.003 0.019 -0.037
Si 0.008 2.77 1.329 -0.005 0.025 -0.076
Si -2.649 5.45 1.521 0.008 0.026 -0.045
Si -0.005 8.096 1.327 0.008 -0.012 -0.065
Si -2.792 -5.497 1.322 -0.019 -0.002 -0.039
Si 0.065 -2.85 1.259 -0.031 0.017 -0.033
Si 1.367 1.316 2.588 0.025 -0.005 0.006
Si 4.029 4.093 2.747 0.014 0.008 0.008
Si 1.358 6.775 2.743 -0.006 0.002 0.04
Si 4.089 9.482 2.822 0 -0.002 0.043
Si 1.296 -4.153 2.765 0.009 0.017 0.015
Si 4.067 -1.27 2.705 -0.009 -0.003 0.032
Si 6.826 1.367 2.757 0.008 0 0.028
Si 9.657 4.097 2.931 0.014 -0.006 0.039
Si 6.797 6.864 2.728 -0.014 0.002 0.039
Si 9.374 -6.804 2.76 0.025 0.032 0.045
Si 6.81 -3.976 2.72 -0.016 -0.004 0.011
Si -6.803 -1.376 2.634 -0.007 0.003 -0.005
Si -4.059 1.302 2.653 0.027 0.009 0.015
Si -1.304 4.058 2.817 0.02 -0.011 0.034
Si -4.06 6.823 2.792 -0.028 -0.015 0.009
Si -1.37 -6.823 2.662 0.012 0.003 0.003
Si -4.116 -4.113 2.709 -0.02 -0.009 0.036
Si -1.298 -1.378 2.578 -0.018 -0.022 0.012
Si 0.012 -0.017 3.997 -0.013 0.007 -0.002
Si 2.691 2.674 4.042 -0.027 -0.012 -0.011
Si 0.037 5.428 4.147 0.01 0.008 0.004
Si 2.7 8.133 4.133 -0.028 0.012 0.004
Si -0.059 -5.482 4.101 -0.002 -0.02 0.018
Si 2.711 -2.716 4.027 0.017 0.011 -0.014
Si 5.443 0.024 4.108 0.008 -0.004 -0.019
Si 8.184 2.718 4.134 -0.015 0.014 -0.002
Si 5.417 5.473 4.065 0.008 0.025 -0.013
Si 8.115 -8.16 4.166 0.003 -0.009 0.01
Si 5.454 -5.389 4.081 0.024 -0.035 -0.026
Si 8.187 -2.684 4.084 0.002 0.01 0.02
Si -5.438 -0.025 4.023 -0.017 0.012 -0.005
Si -2.717 2.666 4.071 -0.02 0.015 -0.017
Si -5.344 5.474 4.222 -0.004 -0.001 0.03
Si -2.694 8.182 4.1 0.012 -0.001 0.004
Si -5.501 -5.443 4.07 -0.006 -0.017 -0.015
Si -2.699 -2.719 3.991 0.009 -0.009 -0.026
Si 1.32 -1.336 16.369 -0.012 -0.004 -0.008
Si 4.053 1.359 16.326 0.002 -0.006 -0.006
Si 1.347 4.092 16.328 0 -0.004 -0.012
Si 4.039 6.813 16.321 0.013 -0.01 -0.013
Si 1.358 -6.812 16.333 0.019 -0.001 -0.007
Si 4.085 -4.08 16.316 0.003 -0.006 -0.01
Si 6.811 -1.36 16.308 0 0.009 -0.012
Si -6.782 1.343 16.308 -0.008 0.003 -0.01
Si 6.774 4.068 16.258 -0.004 -0.011 -0.015
Si -6.787 6.809 16.243 0.001 -0.003 -0.018
Si 6.786 -6.779 16.307 0.002 -0.012 -0.001
Si -6.775 -4.07 16.311 0.006 0.009 -0.013
Si -4.06 -1.394 16.35 -0.022 0.004 -0.011
Si -1.352 1.34 16.371 -0.002 0.014 -0.001
Si -4.085 4.035 16.297 -0.012 0.004 -0.01
Si -1.339 6.81 16.317 -0.009 0.01 -0.001
Si -4.048 9.535 16.302 0.005 0 -0.009
Si -1.372 -4.068 16.369 0.018 0.001 0
Si 2.677 0.037 17.723 -0.002 0.024 0.008
Si 5.385 2.766 17.646 0.014 0.029 0.014
Si 2.645 5.496 17.706 -0.007 0.003 -0.024
Si 5.407 8.182 17.653 -0.028 0.003 0.039
Si 2.748 -5.466 17.666 0.003 0.012 0.01
Si 5.437 -2.701 17.663 0 -0.005 -0.006
Si 8.189 -0.018 17.661 0.015 -0.004 0.01
Si -5.423 2.673 17.696 0.008 0.002 -0.006
Si 8.218 5.379 17.544 0.012 -0.01 -0.023
Si -5.447 8.185 17.598 -0.022 -0.022 0.02
Si 8.152 -5.398 17.646 0.01 0.012 0.005
Si -5.385 -2.782 17.722 -0.001 -0.01 0.009
Si -2.702 -0.054 17.73 0.01 -0.014 0.008
Si 0.026 2.721 17.71 0.015 0.021 0.022
Si -2.729 5.424 17.6 -0.005 -0.021 0.001
Si 0.01 -8.162 17.724 -0.006 -0.017 -0.001
Si -2.72 -5.446 17.73 -0.018 -0.003 -0.01
Si -0.042 -2.688 17.749 0.01 -0.006 0
Si 1.348 1.39 19.162 0.005 0.017 -0.011
Si 3.974 4.112 19.023 0.012 -0.041 -0.025
Si 1.333 6.844 19.172 0.027 -0.007 0.016
Si 4.06 -6.806 19.104 -0.011 -0.002 -0.028
Si 1.392 -4.08 18.98 0.013 -0.014 -0.012
Si 4.07 -1.342 19.011 0.004 0.005 -0.019
Si 6.819 1.426 18.92 0.004 -0.023 -0.054
Si -6.792 4.067 19 -0.01 -0.004 -0.013
Si 6.859 6.748 18.809 -0.008 -0.004 -0.033
Si -6.752 9.597 18.959 0.023 0.003 -0.032
Si 6.778 -4.064 19.024 0.012 0.007 -0.004
Si 9.556 -1.416 19.023 -0.021 0.02 -0.046
Si -4.068 1.292 19.07 -0.031 0.006 -0.01
Si -1.357 4.125 18.987 -0.022 0.026 -0.029
Si -4.141 6.751 18.906 0.008 0.002 -0.02
Si -1.359 -6.814 19.072 -0.01 0.009 0
Si -4.047 -4.134 19.179 -0.013 0.01 -0.009
Si -1.413 -1.385 19.21 0.009 -0.021 0
Si -0.02 0.004 20.538 0.017 0.016 0.043
Si 2.629 2.858 20.554 -0.029 0.015 0.042
Si -0.147 5.531 20.471 -0.012 -0.005 0.059
Si 2.687 8.198 20.591 0.038 -0.008 0.066
Si 0.051 -5.427 20.359 0.018 0.018 0.069
Si 2.762 -2.745 20.362 -0.016 -0.02 0.067
Si 5.413 0.118 20.241 -0.012 0.024 0.068
Si 8.177 2.724 20.351 0.024 0.03 0.054
Si 5.475 5.479 20.171 0.004 -0.016 0.047
Si 8.214 8.117 20.098 0.011 -0.011 0.043
Si 5.481 -5.425 20.419 -0.001 -0.004 0.052
Si 8.14 -2.736 20.383 0.029 0.011 0.067
Si -5.373 -0.133 20.436 0.012 -0.034 0.062
Si -2.661 2.698 20.307 0.014 0 0.044
Si -5.438 5.409 20.356 -0.012 -0.004 0.056
Si -2.831 -8.21 20.26 -0.033 0.011 0.05
Si -5.472 -5.469 20.531 -0.013 0.006 0.042
Si -2.708 -2.826 20.66 0.014 -0.002 0.05
Si 1.21 -1.63 21.704 0.055 0.211 -0.725
Si 4.344 1.686 21.641 -0.214 -0.1 -0.734
Si 0.898 3.984 21.854 0.358 0.095 -0.733
Si 4.525 7.083 21.558 -0.309 -0.022 -0.764
Si 1.543 -6.428 21.861 -0.159 -0.368 -0.708
Si 3.885 -4.295 21.739 0.228 0.095 -0.727
Si 7.007 -1.009 21.484 -0.059 -0.174 -0.807
Si -6.988 1.07 21.58 0.144 0.25 -0.747
Si 6.538 3.926 21.544 0.271 0.092 -0.777
Si -6.623 7.057 21.535 -0.051 -0.238 -0.753
Si 6.771 -7.074 21.484 0.018 0.28 -0.695
Si 9.601 -3.922 21.823 -0.194 -0.216 -0.741
Si -4.399 -1.759 21.926 0.22 0.236 -0.766
Si -1.199 1.625 21.8 -0.093 -0.232 -0.694
Si -3.834 4.21 21.6 -0.23 -0.056 -0.727
Si -1.853 6.614 21.751 0.326 0.136 -0.763
Si -4.324 -7.168 21.712 0.085 0.31 -0.719
Si -0.951 -3.94 21.864 -0.366 -0.177 -0.727
Si -6.981 5.69 26.258 0.073 0.023 -0.084
Si -1.86 -4.684 -5.411 -0.008 0.023 0.147
Si 2.034 -1.192 24.643 -0.019 0.107 -0.047
Si 3.742 3.773 25.806 -0.117 -0.061 -0.106
Si -8.109 0.987 -4.507 -0.034 -0.147 -0.023
Si 6.02 5.745 -1.924 -0.13 0.116 0.047
Si -2.225 1.381 24.753 -0.068 -0.139 -0.086
Si 5.994 -5.383 -5.398 0.029 -0.084 0.059
Si 1.744 2.131 -6.848 -0.03 -0.027 0.067
Si -2.839 -8.171 -2.149 -0.073 -0.067 0.028
Si -6.306 2.434 -2.614 0.147 -0.096 0.201
Si -1.255 -5.54 -2.723 -0.083 -0.004 0.146
Si 3.029 -5.082 -4.638 0.031 -0.22 -0.005
Si 5.276 -3.916 24.489 0.018 -0.036 -0.141
Si -2.785 0.333 -6.438 -0.158 0.084 -0.097
Si 0.756 -3.219 -5.103 -0.096 -0.033 0.07
Si 1.429 5.268 24.749 -0.09 -0.09 -0.052
Si 7.144 -1.429 -3.131 -0.138 0.131 0.091
Si -4.172 6.685 26.089 -0.059 -0.013 0.035
Si 5.394 0.368 -4.665 0.066 -0.172 0.073
Si -5.487 5.147 -1.982 -0.034 0.121 0.132
Si 1.467 -6.492 -2.844 0.071 -0.151 0.179
Si 4.199 0.883 24.635 0 -0.042 -0.132
Si -7.192 -1.395 25.941 0.122 -0.145 -0.053
Si -3.434 -6.371 -7.276 -0.073 0.053 -0.083
Si 7.64 -8.005 -1.859 -0.032 -0.025 0.049
Si -7.371 -3.6 -2.824 -0.026 -0.094 0.073
Si -6.094 -2.217 -7.246 0.064 -0.031 0.053
Si -3.531 -2.236 -5.384 -0.109 -0.054 0.075
Si -4.4 6.594 -4.454 0.154 0.142 0.14
Si -1.233 1.156 -3.051 -0.071 0.157 0.155
Si -0.34 -5.813 24.23 0.117 0.06 -0.172
Si 4.414 6.78 -6.037 0.165 -0.02 -0.013
Si 6.454 -1.2 24.416 -0.018 0.037 -0.08
Si 0.071 6.87 -7.217 0.063 -0.005 0.003
Si 1.964 -7.741 -5.331 -0.132 -0.042 0.137
Si -2.415 5.203 -6.535 -0.061 -0.029 -0.148
Si -7.747 -6.321 -4.094 -0.055 -0.072 0.07
Si -2.526 -7.822 24.059 -0.007 -0.089 -0.254
Si -4.925 -1.576 -2.958 0.116 -0.014 0.154
Si -5.746 2.925 23.559 -0.01 -0.005 -0.027
Si -5.969 -7.795 -6.173 -0.03 -0.054 -0.038
Si 2.761 2.996 -2.31 0.135 0.045 0.151
Si -4.143 -1.016 24.97 -0.013 0.03 -0.078
Si 7.518 -3.051 -6.89 -0.006 0.029 -0.157
Si 4.267 4.05 -6.966 0.173 0.015 0.042
Si 4.802 4.546 -4.175 -0.073 -0.052 -0.075
Si 7.919 -5.57 23.861 0.1 0.07 -0.045
Si -7.897 5.153 23.486 -0.002 0.025 -0.143
Si -0.953 2.608 -5.669 0.004 0.05 0.049
Si 0.756 -1.224 -3.013 0.057 -0.012 0.207
Si 4.082 6.336 24.521 0.025 0.028 -0.014
Si 2.502 0.812 -4.173 -0.018 0.043 0.012
Si -4.196 1.073 -4.061 0.07 0.062 -0.062
Si 1.358 -1.362 5.395 0 0 0.001
Si 4.071 1.375 5.443 0.011 0.005 0.011
Si 1.379 4.037 5.461 0.004 -0.005 0.004
Si 4.073 6.788 5.477 -0.001 0.004 0.001
Si 1.334 9.509 5.457 0.002 -0.006 0.02
Si 4.066 -4.057 5.424 -0.011 0.012 0.008
Si 6.802 -1.352 5.444 0.002 0.005 0.009
Si 9.543 1.328 5.441 0.013 0.009 0.002
Si 6.79 4.102 5.433 -0.006 -0.003 0
Si -6.798 6.811 5.494 -0.011 0.01 0.002
Si 6.783 -6.757 5.479 -0.014 0.012 0
Si -6.8 -4.062 5.452 -0.011 -0.008 0.012
Si -4.066 -1.377 5.385 0.009 -0.004 -0.001
Si -1.341 1.321 5.408 0.004 -0.014 0.014
Si -4.014 4.045 5.494 0.024 0.007 0.013
Si -1.347 6.804 5.462 0.006 -0.008 0.02
Si -4.102 -6.79 5.429 -0.019 0.011 -0.005
Si -1.392 -4.075 5.42 -0.018 0.009 0.007
Si 2.711 -0.007 6.782 0.012 -0.005 -0.007
Si 5.433 2.738 6.799 -0.009 0.01 0.001
Si 2.729 5.409 6.824 0.009 -0.006 0
Si 5.425 -8.141 6.819 -0.004 0.012 -0.006
Si 2.708 -5.427 6.786 -0.006 -0.006 -0.001
Si 5.435 -2.716 6.796 0.013 -0.003 -0.005
Si 8.167 -0.005 6.808 -0.01 -0.002 -0.002
Si -5.428 2.7 6.808 -0.001 0.002 -0.004
Si -8.169 5.439 6.818 0.01 0.002 0
Si -5.434 -8.143 6.826 0.002 -0.017 0.002
Si -8.157 -5.418 6.824 -0.001 0.002 0.003
Si -5.42 -2.712 6.79 -0.003 -0.006 -0.006
Si -2.714 -0.022 6.77 -0.002 0.012 -0.001
Si -0.004 2.689 6.799 -0.002 0.004 0
Si -2.682 5.431 6.835 -0.003 -0.029 0.004
Si -0.004 8.158 6.831 0.001 0.002 0.002
Si -2.745 -5.427 6.793 -0.001 0.008 -0.004
Si -0.003 -2.72 6.767 -0.006 -0.001 -0.005
Si 1.36 1.342 8.16 0.003 0.003 -0.006
Si 4.087 4.072 8.189 0.004 0.006 -0.002
Si 1.363 6.787 8.169 -0.01 -0.002 -0.001
Si 4.061 -6.784 8.165 0.003 -0.008 -0.001
Si 1.351 -4.07 8.147 0.009 0.003 -0.003
Si 4.075 -1.355 8.152 -0.001 -0.005 -0.002
Si 6.799 1.366 8.151 0.012 0.005 -0.004
Si -6.799 4.068 8.16 -0.015 -0.012 -0.005
Si 6.796 6.813 8.169 0.004 -0.007 -0.007
Si -6.797 -6.785 8.179 0.01 0.013 -0.005
Si 6.79 -4.068 8.17 -0.003 -0.004 -0.003
Si -6.79 -1.365 8.159 -0.003 0.006 -0.008
Si -4.064 1.339 8.153 -0.003 0.006 -0.005
Si -1.336 4.061 8.18 0.004 0.02 0.001
Si -4.075 6.793 8.169 -0.003 0.004 -0.013
Si -1.376 -6.789 8.159 0 -0.013 -0.006
Si -4.083 -4.073 8.167 0.003 -0.004 0.001
Si -1.357 -1.369 8.143 -0.011 -0.01 0
Si -0.002 -0.013 9.518 -0.001 0.004 -0.011
Si 2.717 2.704 9.526 0.001 0.004 0.001
Si 0.012 5.431 9.534 0.012 -0.013 0
Si 2.712 -8.156 9.522 0.005 0.002 -0.009
Si -0.005 -5.431 9.512 -0.007 0.007 0.003
Si 2.715 -2.716 9.515 0.004 0.003 0
Si 5.437 0.005 9.514 0.001 0.002 -0.007
Si -8.16 2.716 9.522 0 0.01 0.002
Si 5.443 5.447 9.531 -0.007 0.002 0.001
Si -8.158 -8.155 9.528 0.001 0 -0.004
Si 5.429 -5.431 9.525 0.005 -0.001 -0.001
Si -8.159 -2.715 9.523 -0.003 -0.011 -0.006
Si -5.431 -0.006 9.518 0 -0.003 -0.002
Si -2.716 2.705 9.521 0.001 0.006 0
Si -5.441 5.431 9.521 -0.001 -0.001 0.003
Si -2.721 -8.16 9.525 -0.006 -0.003 0
Si -5.436 -5.431 9.533 -0.009 0.001 0.003
Si -2.711 -2.721 9.516 -0.003 -0.006 -0.001
Si 1.358 -1.363 10.886 0.001 -0.007 0.004
Si 4.077 1.353 10.888 0.001 0.003 -0.002
Si 1.364 4.069 10.888 0.001 0.005 0.001
Si 4.074 -9.514 10.879 0.008 0.008 -0.001
Si 1.353 -6.791 10.877 -0.002 -0.016 -0.001
Si 4.07 -4.071 10.886 0.001 -0.004 0
Si 6.795 -1.356 10.877 0.014 0.006 -0.006
Si -6.795 1.354 10.876 -0.013 0.001 0.001
Si -9.519 4.079 10.882 0.004 0.002 -0.003
Si -6.798 -9.523 10.883 -0.002 -0.001 0
Si -9.525 -6.792 10.878 -0.007 0.001 0.001
Si -6.799 -4.073 10.883 0 -0.005 0.001
Si -4.072 -1.365 10.875 0.003 -0.003 -0.001
Si -1.356 1.348 10.881 -0.002 0.002 0.005
Si -4.079 4.068 10.879 -0.005 0.001 -0.001
Si -1.356 6.798 10.88 0.007 -0.006 -0.007
Si -4.077 -6.8 10.887 -0.004 0.003 0.001
Si -1.355 -4.075 10.883 -0.007 0.007 -0.001
Si 2.714 -0.002 12.253 0.005 0.003 0.003
Si 5.438 2.719 12.24 0.003 0.01 0
Si 2.719 5.438 12.235 0 -0.008 0
Si 5.427 -8.146 12.232 0.006 -0.011 -0.008
Si 2.706 -5.427 12.248 0.006 0.004 0.003
Si 5.432 -2.71 12.246 -0.002 -0.002 0
Si 8.163 -0.005 12.234 -0.003 -0.001 0.001
Si -5.435 2.706 12.244 -0.001 0.001 0.007
Si -8.164 5.439 12.241 -0.006 -0.007 0.003
Si -5.435 -8.165 12.244 -0.006 -0.005 0.006
Si -8.158 -5.435 12.234 0.004 0.003 0.001
Si -5.432 -2.718 12.237 -0.003 0.002 0.003
Si -2.713 -0.014 12.239 -0.009 -0.002 -0.005
Si -0.001 2.712 12.243 0.004 0.008 -0.001
Si -2.712 5.429 12.234 -0.005 0.006 -0.003
Si -0.001 8.166 12.237 0 0.004 0
Si -2.714 -5.437 12.239 0.005 -0.001 0.002
Si 0.001 -2.72 12.252 0.001 -0.006 0.002
Si 1.354 1.363 13.612 -0.006 0.007 0.005
Si 4.075 4.082 13.596 0.01 -0.003 0.003
Si 1.353 6.795 13.587 0.008 -0.006 0.003
Si 4.069 -6.79 13.598 0.009 -0.011 0
Si 1.351 -4.073 13.628 -0.008 0.004 0.01
Si 4.064 -1.364 13.62 0.004 0.002 0.011
Si 6.792 1.343 13.59 0.012 0.003 -0.008
Si -6.805 4.07 13.591 -0.004 0.01 0.01
Si 6.781 -9.511 13.583 -0.019 0.018 0
Si -6.8 -6.798 13.593 -0.006 0 0.003
Si 6.81 -4.068 13.591 0.008 -0.013 0.001
Si 9.533 -1.355 13.595 -0.005 0.003 -0.001
Si -4.069 1.337 13.601 0.004 -0.006 0.007
Si -1.365 4.065 13.605 0.005 -0.002 0.002
Si -4.056 6.798 13.594 0.002 -0.013 0.002
Si -1.345 9.537 13.601 -0.005 -0.009 0.009
Si -4.075 -4.079 13.596 -0.004 0.002 0.001
Si -1.359 -1.364 13.613 -0.002 0.005 -0.002
Si -0.008 0.005 14.973 0.009 0.005 0.01
Si 2.714 2.733 14.965 0.004 0.014 -0.001
Si -0.005 5.436 14.95 0.002 -0.001 0.006
Si 2.701 8.163 14.945 -0.011 0.001 0.006
Si -0.008 -5.431 14.998 -0.001 0 -0.004
Si 2.695 -2.706 15.001 0.007 -0.003 0.002
Si 5.428 0.001 14.968 0.006 0 0.003
Si 8.157 2.692 14.942 -0.012 0.001 0.009
Si 5.416 5.462 14.947 -0.002 -0.002 -0.001
Si 8.136 -8.15 14.935 -0.002 -0.009 0
Si 5.441 -5.421 14.939 -0.006 0.016 0.007
Si 8.178 -2.712 14.951 0.011 0.005 0.002
Si -5.416 -0.024 14.973 -0.003 -0.001 -0.004
Si -2.707 2.682 14.968 -0.008 -0.005 0.003
Si -5.42 5.424 14.93 -0.001 0 0.005
Si -2.693 8.17 14.951 0.003 -0.003 -0.005
Si -5.432 -5.441 14.95 -0.001 -0.007 0.002
Si -2.714 -2.733 14.969 -0.001 0 0.004
O -4 -7.479 -1.258 -0.426 -0.111 -0.154
O -5.761 6.614 25.701 -0.103 0.431 -0.571
O -8.041 -0.429 -3.719 0.356 -0.012 -0.117
O 4.774 6.119 -4.603 0.148 0.406 0.344
O -1.955 1.16 23.169 -0.146 -0.363 0.027
O -6.206 6.357 -1.21 0.219 0.265 -0.344
O -2.824 -3.534 -5.968 -0.418 -0.059 -0.624
O 2.749 -5.38 22.198 0.103 -0.106 0.453
O 2.286 -3.707 -4.983 0.356 0.432 -0.016
O 0.325 -2.636 -3.658 -0.341 -0.406 0.294
O -1.111 -4.704 23.308 -0.316 -0.013 0.394
O -5.51 8.098 22.121 0.036 -0.014 0.489
O 2.837 8.04 -0.385 0.099 -0.073 -0.288
O 8.036 2.727 -0.226 -0.093 -0.108 -0.285
O 0.354 -5.146 25.532 0.197 0.217 -0.071
O 1.025 -1.385 -1.433 -0.215 0.264 -0.044
O 0.517 -1.174 25.198 -0.157 -0.243 -0.152
O 3.775 2.218 -1.297 0.085 -0.054 -0.404
O 4.591 6.281 -1.337 -0.277 0.02 -0.117
O -3.82 -2.397 -3.805 0.381 -0.664 0.03
O 4.597 4.903 25.045 0.668 -0.134 -0.45
O -1.172 -4.662 -1.381 0.362 -0.088 -0.118
O -6.23 -2.49 -2.955 -0.06 0.11 -0.155
O 3.017 3.071 -7.065 0.063 -0.125 -0.467
O 4.256 2.31 25.37 0.41 0.087 0.303
O -6.778 4.066 23.103 0.065 0.041 -0.43
O -5.543 -5.524 -0.419 -0.099 0.076 -0.351
O 1.975 -1.11 23.037 0.28 0.407 0.106
O 4.452 -3.666 23.119 -0.195 0.309 0.208
O 7.578 -2.962 -3.42 -0.412 -0.407 -0.501
O -3.536 5.883 -5.606 -0.095 -0.281 -0.051
O 5.605 -8.091 21.984 -0.153 0.075 0.291
O 3.724 5.573 -6.856 -0.584 0.066 -0.148
O -6.292 1.528 22.985 0.065 -0.164 0.126
O -0.916 0.945 25.589 0.337 0.184 -0.001
O 5.754 -1.003 -3.852 -0.398 -0.327 0.09
O -7.905 -6.207 25.278 0.748 -0.19 0.205
O 2.944 -3.018 -0.471 0.062 0.204 -0.325
O -3.869 -1.341 23.409 0.238 -0.072 0.211
O 0.205 -5.653 -3.388 0.061 0.208 -0.247
O -2.828 5.366 22.169 -0.08 0.033 0.222
O 4.613 -4.881 -4.759 0.118 0.681 0.21
O 5.076 -5.101 -0.4 -0.079 0.035 -0.322
O -0.074 2.728 22.24 0.02 0.007 0.262
O -7.502 -3.925 -1.246 -0.328 0.032 0.115
O -5.668 7.287 -5.191 -0.472 -0.133 -0.142
O -4.191 4.719 -1.141 0.402 -0.084 -0.07
O -2.792 2.763 -0.292 -0.068 -0.089 -0.177
O -4.459 -1.223 -1.458 -0.188 0.363 -0.07
O 2.026 1.038 -5.69 -0.191 -0.323 -0.162
O 5.384 0.228 -0.505 0.028 -0.004 -0.273
O -1.668 7.434 23.159 0.568 0.203 0.277
O 6.992 -6.083 -4.343 -0.262 -0.12 0.234
O 2.777 -5.576 -3.104 0.484 0.373 0.537
O 6.279 -1.492 22.843 -0.241 -0.139 0.148
O -3.981 1.154 -5.682 -0.599 0.168 -0.498
O -7.989 7.98 -0.433 -0.339 0.363 0.194
O 5.091 0.197 -6.241 -0.356 0.424 -0.302
O -3.484 7.573 -3.521 0.024 0.275 -0.278
O 0.103 -2.734 22.184 -0.072 0.04 0.413
O 1.608 -7.848 -3.736 0.263 -0.458 0.188
O 2.706 -2.553 25.144 0.025 -0.185 -0.486
O 6.77 -4.172 -6.074 -0.225 -0.079 0.15
O 6.647 1.373 -4.605 -0.157 0.478 0.162
O -3.434 7.794 25.189 -0.243 0.154 0.322
O -2.06 7.016 -1.287 0.173 -0.237 -0.474
O -2.199 -4.877 -3.842 -0.299 0.447 0.258
O 7.714 -6.732 22.768 0.643 -0.461 0.231
O -3.525 0.486 25.182 -0.396 0.364 0.603
O -0.808 2.345 -4.071 0.199 0.369 0.131
O -5.719 -1.177 25.311 -0.048 -0.176 -0.2
O 6.891 7.006 -2.431 0.274 -0.134 -0.503
O -0.418 -0.19 -3.351 -0.165 0.008 -0.46
O -7.356 -4.5 23.226 0.122 0.355 0.712
O -0.944 1.473 -1.495 0.198 -0.29 -0.146
O 6.606 -6.813 -1.501 -0.316 0.3 -0.45
O 4.093 1.021 -4.017 0.073 0.105 0.285
O 5.64 7.379 -6.933 0.425 -0.403 0.053
O 1.049 4.807 23.257 0.076 0.212 0.097
O -6.363 1.386 -1.364 0.106 -0.485 -0.285
O -3.426 5.276 25.802 0.184 0.009 -0.513
O 1.893 1.901 -3.136 -0.673 -0.097 -0.005
O 7.014 4.654 22.919 -0.289 0.131 0.432
O -5.61 2.772 25.138 -0.102 -0.406 -0.021
O 3.498 3.953 -3.402 -0.259 0.083 -0.061
O -2.525 -0.989 -5.552 0.499 -0.118 0.476
O 6.752 5.009 -0.721 -0.062 0.337 -0.137
O -1.745 -7.041 -2.444 0.11 -0.259 0.077
O -4.907 2.374 -3.431 0.402 0.381 -0.32
O 5.586 -6.413 -6.539 -0.197 -0.026 0.027
O -7.013 -6.805 -5.44 -0.214 0.356 -0.178
O -6.516 3.918 -2.034 -0.676 -0.031 -0.007
O -7.034 -4.951 -3.627 0.294 0.172 -0.276
O 1.741 3.862 -1.417 0.069 -0.019 -0.306
O -2.443 2.942 25.11 -0.195 0.092 -0.268
O 0.718 -2.07 -6.232 0.183 0.628 0.163
O -0.307 -4.323 -5.618 0.264 -0.314 -0.17
O 4.31 6.299 22.943 0.003 -0.434 0.149
O 3.364 7.914 -5.701 0.039 0.487 0.02
O 0.46 2.991 -6.356 0.159 0.808 0
O 8.144 0.044 22.004 -0.118 -0.108 0.526
O 1.145 -6.665 -1.29 -0.416 0.008 -0.313
O -7.48 2.168 -3.651 -0.483 0.275 -0.096
O -5.172 -0.179 -3.738 -0.456 0.052 -0.169
O 7.086 -1.365 -1.515 0.512 -0.132 0.054
O 0.787 7.903 -6.192 -0.278 0.157 0.13
O 6.788 -1.65 -6.608 0.061 -0.055 0.11
O -7.366 0.917 -5.939 0.234 0.107 0.014
O -7.266 -2.969 -6.409 0.226 -0.388 0.318
O 5.064 3.738 -5.572 0.451 -0.529 -0.055
O -1.463 1.243 -6.372 0.399 -0.292 -0.21
O -2.046 3.755 -5.931 -0.252 -0.205 0.207
O -7.624 -7.461 -2.95 0.404 -0.148 -0.209
O 2.485 6.481 24.683 -0.212 0.518 -0.201
O 5.955 4.586 -3.054 0.45 -0.213 -0.207
O -2.68 -2.783 -0.407 0.159 0.006 -0.059
O -4.346 3.348 22.891 0.464 -0.325 0.134
O -5.609 -2.809 22.261 -0.089 -0.024 0.301
O 4.317 -4.442 25.69 -0.13 -0.418 0.08
O 6.466 -4.912 24.086 -0.169 0.001 -0.044
O -1.096 6.118 -6.422 0.223 -0.024 0.319
O 2.165 3.992 25.449 -0.223 -0.439 0.329
O 5.824 -2.518 25.092 -0.211 0.104 0.789
O 5.462 2.81 22.03 0.236 0.121 0.43
O -4.873 -1.96 -6.238 0.007 0.386 -0.245
O 2.283 -6.168 -5.611 -0.382 -0.02 -0.396
O 3.902 1.052 23.058 -0.496 -0.348 0.039
O -2.239 -5.98 -6.271 0.339 -0.247 0.174
O -5.049 5.509 -3.469 -0.121 -0.1 -0.138
O 4.778 7.531 25.33 0.323 0.222 -0.25
O 8.019 -1.14 24.794 0.219 0.279 -0.32
O -3.346 -2.023 25.978 -0.118 -0.425 -0.231
O 5.617 0.115 24.847 0.207 0.34 0.279
O 0.748 -6.608 23.293 0.003 -0.397 0.333
O 2.943 0.031 25.191 -0.149 0.22 0.644
O -4.522 -7.139 -6.395 0.24 -0.089 0.341
O -7.977 5.283 25.073 -0.638 -0.09 0.396
O -2.802 0.866 -3.283 0.044 -0.306 0.371
O -0.074 5.457 -0.476 0.257 -0.144 -0.311
O -3.484 -6.912 23.096 0.075 0.544 0.196
O -1.446 -6.86 24.772 0.046 0.041 0.44
O 0.214 5.889 25.651 -0.452 0.163 -0.097
O -7.479 6.553 22.824 -0.251 0.386 0.258
O 2.112 -0.679 -3.711 0.25 -0.315 -0.418

Results
total energy: -101654.012 eV
total energy less fixed offsets of O -438.25, Si -107.07 eV per atom: -0.812 eV
